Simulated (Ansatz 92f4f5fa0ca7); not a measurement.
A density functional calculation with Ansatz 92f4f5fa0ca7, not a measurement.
Periodic cell of 221 atoms, Si132O88H1, from a study of silicon, its oxide and their interface. The atomic structure is a simulated model.
Doubt: the cutoff is far below the 930 eV that the study's wrapper takes by default for these files, so forces and energies are approximate.
This geometry differs little from another in the collection (a relaxation step or a small displacement).

Settings: functional PBE; potential files Ansatz PAW; basis plane waves; wave-function cutoff 580 eV; density cutoff ratio 5; exchange-correlation grid ratio 1; k mesh 1 x 1 x 1, Gamma-centred; self-consistency stop 5e-08 eV per atom in the density residual; occupations fixed; spin none; net charge +1 e, with a uniform compensating background and no finite-size correction.

Cell vectors (angstrom)
a  10.938  0  0
b  0  10.938  0
c  0  0  32.7854

Atoms and the computed forces on them: element, x, y, z (angstrom), force x, y, z (eV/angstrom)
Si  -0.3045  0.291  25.3213  -0.2118  0.2067  0.0312
Si  5.7487  -0.4131  25.2228  0.137  -0.2215  -0.0238
Si  2.5409  3.0315  25.2975  -0.0523  0.0236  -0.1095
Si  8.4377  2.5648  25.3319  -0.0508  0.0628  -0.0126
Si  0.2753  5.2414  25.2988  0.0698  -0.0746  -0.1229
Si  5.1476  5.728  25.4083  0.0097  -0.0518  -0.2812
Si  3.0359  8.0195  25.4358  0.4459  -0.1942  0.5211
Si  8.1214  8.4091  25.3369  -0.0392  0.0345  -0.0635
Si  1.3736  1.3988  26.5551  0.0492  0.0129  0.0429
Si  6.7642  1.363  26.4862  0.0549  0.1644  0.091
Si  4.0283  4.1678  26.7176  0.0131  -0.0667  0.0999
Si  9.6225  4.1075  26.6496  -0.0065  -0.0594  0.0071
Si  1.3238  6.8831  26.606  -0.0361  -0.0063  0.1077
Si  6.8692  6.8325  26.584  0.0363  0.0002  -0.0006
Si  4.2015  9.6184  26.7196  -0.2601  -0.3163  -0.0261
Si  9.5648  9.6422  26.6923  -0.0191  0.0025  0.0396
Si  2.7077  0.0285  27.9754  0.0643  0.009  0.0104
Si  8.1324  0.0518  27.9928  -0.003  -0.0475  0.0005
Si  0.0301  2.721  28.0129  -0.0277  0.0189  -0.0157
Si  5.4538  2.7366  27.9613  0.0107  -0.0161  -0.0115
Si  2.6981  5.5293  28.0469  -0.0527  -0.0135  0.0123
Si  8.2117  5.4605  27.9792  0.0238  0.0057  0.0347
Si  -0.0137  8.2515  28.0016  -0.0095  -0.0574  0.0021
Si  5.5189  8.1363  28.0349  -0.027  0.1132  -0.0326
Si  4.1018  1.3673  29.3672  -0.022  0.0771  -0.1662
Si  9.5708  1.3673  29.3672  -0.1557  0.0794  -0.029
Si  1.3673  4.1018  29.3672  -0.2348  0.1073  0.2554
Si  6.8362  4.1018  29.3672  0.0253  -0.1397  -0.2576
Si  4.1018  6.8362  29.3672  0.0295  0.042  0.3986
Si  9.5708  6.8362  29.3672  -0.0428  0.0013  -0.1379
Si  1.3673  9.5708  29.3672  0.1521  0.0839  -0.0219
Si  6.8362  9.5708  29.3672  -0.0485  0.1432  0.1448
Si  0  0  30.7344  -0.0669  -0.0268  -0.0252
Si  5.469  0  30.7344  -0.0198  -0.1078  -0.0107
Si  2.7345  2.7345  30.7344  0.1317  0.0901  -0.0188
Si  8.2035  2.7345  30.7344  0.0641  0.0256  0.0034
Si  0  5.469  30.7344  0.0241  -0.1011  0.01
Si  5.469  5.469  30.7344  -0.0455  -0.0713  -0.0037
Si  2.7345  8.2035  30.7344  0.1113  0.0575  0.0145
Si  8.2035  8.2035  30.7344  0.0501  0.0267  -0.0086
Si  1.3673  1.3673  32.1017  -0.0415  0.0431  -0.0295
Si  6.8362  1.3673  32.1017  -0.0182  0.0032  -0.0387
Si  4.1018  4.1018  32.1017  0.0101  -0.0219  -0.0007
Si  9.5708  4.1018  32.1017  -0.0574  0.0353  -0.0051
Si  1.3673  6.8362  32.1017  -0.0345  0.0127  -0.039
Si  6.8362  6.8362  32.1017  -0.0208  -0.0004  -0.0263
Si  4.1018  9.5708  32.1017  -0.0147  0.0537  -0.009
Si  9.5708  9.5708  32.1017  0.0065  -0.0138  0.0059
Si  2.7345  0  0.6835  0.0403  -0.0334  0.021
Si  8.2035  0  0.6835  -0.0225  0.0231  0.0196
Si  0  2.7345  0.6835  -0.0086  0.0205  0.0147
Si  5.469  2.7345  0.6835  0.0529  0.0011  0.0202
Si  2.7345  5.469  0.6835  0.0506  -0.0444  0.0118
Si  8.2035  5.469  0.6835  0.0173  -0.0545  0.0365
Si  0  8.2035  0.6835  0.06  -0.0711  0.0154
Si  5.469  8.2035  0.6835  0.0096  0.0024  0.0103
Si  4.1018  1.3673  2.0507  -0.0744  -0.0466  0.0287
Si  9.5708  1.3673  2.0507  -0.033  0.0037  0.0158
Si  1.3673  4.1018  2.0507  0.0036  -0.0062  0.0025
Si  6.8362  4.1018  2.0507  -0.0882  -0.0026  -0.0278
Si  4.1018  6.8362  2.0507  0.0199  -0.0164  0.0155
Si  9.5708  6.8362  2.0507  0.0618  0.1619  0.0074
Si  1.3673  9.5708  2.0507  -0.0863  0.05  0.0086
Si  6.8362  9.5708  2.0507  -0.04  -0.0344  -0.0073
Si  0  0  3.418  0.0325  -0.3532  -0.1023
Si  5.469  0  3.418  -0.2708  -0.4691  -0.1521
Si  2.7345  2.7345  3.418  -0.4299  -0.2445  0.052
Si  8.2035  2.7345  3.418  0.1007  0.0794  -0.1638
Si  0  5.469  3.418  0.4435  0.1971  0.2481
Si  5.469  5.469  3.418  0.1702  -0.0541  -0.5471
Si  2.7345  8.2035  3.418  -0.1301  -0.0872  0.2484
Si  8.2035  8.2035  3.418  0.4939  0.3544  -0.0846
Si  1.3399  1.2926  4.8166  -0.01  0.0429  0.0509
Si  6.8508  1.3158  4.7152  0.0058  0.0196  0.0014
Si  4.0845  4.1243  4.7114  0.0104  0.0087  0.0219
Si  9.6257  4.0769  4.7619  -0.0156  -0.0039  0.0543
Si  1.3835  6.8608  4.8911  -0.0043  0.0185  -0.001
Si  6.914  6.7856  4.702  0.0591  -0.0278  0.049
Si  4.1087  9.5168  4.8202  0.004  -0.0104  0.0356
Si  9.6223  9.5702  4.852  0.0111  -0.0476  0.0265
Si  2.6668  -0.1279  6.2292  0.0094  0.0242  -0.0048
Si  8.2018  0.0422  6.1515  0.0242  -0.0371  -0.0229
Si  -0.087  2.653  6.1871  0.0335  -0.0222  -0.0642
Si  5.4276  2.6726  5.946  -0.0137  -0.0081  -0.0181
Si  2.8434  5.4742  6.2009  0.0184  -0.0109  -0.0239
Si  8.3062  5.481  6.1006  -0.0283  0.0432  -0.0271
Si  -0.0016  8.1943  6.386  -0.063  -0.0039  -0.0144
Si  5.557  8.0724  6.0668  -0.025  -0.0152  -0.0325
Si  3.8904  1.5471  7.2987  0.0716  -0.0733  -0.0649
Si  9.0304  1.7627  7.5935  -0.0126  0.0279  0.0758
Si  1.6466  3.7841  7.2784  -0.0224  -0.0206  -0.0575
Si  6.8402  4.0412  7.1583  -0.0228  0.068  -0.153
Si  4.7084  6.3533  7.4655  0.0785  -0.0163  -0.0085
Si  9.3006  6.9877  7.6871  0.0651  -0.028  -0.0362
Si  1.323  9.5684  7.8392  0.0033  0.0185  -0.0087
Si  7.1023  9.2853  7.3359  0.014  -0.0069  0.1729
O  1.4159  4.1478  24.8081  -0.068  -0.0029  0.028
O  7.0203  9.5424  24.8725  -0.0224  -0.0122  0.018
O  2.7749  2.6674  7.7361  -0.0254  0.0645  0.1386
O  8.1885  8.1821  7.9275  -0.1245  0.1301  0.0797
O  5.7723  5.1264  7.8935  -0.0627  0.0381  0.0677
O  -2.2504  2.3171  18.7506  -0.001  0.0037  -0.0445
O  4.0714  6.9024  24.8069  -0.0216  0.0681  0.1253
O  9.5277  1.4315  24.8322  0.1711  -0.166  0.0114
O  2.1968  8.4886  8.7388  -0.0831  0.0284  0.025
O  0.9589  4.3182  8.6622  -0.014  0.0096  0.0325
O  9.383  1.1331  9.086  -0.0416  0.0375  -0.0427
O  6.4644  10.0017  8.6584  0.1081  -0.0998  -0.1458
O  4.6148  1.0271  8.6668  -0.0274  0.0634  0.0023
O  4.451  7.1707  8.8607  0.0294  -0.0424  0.0147
O  7.8983  2.9606  7.9092  0.0091  -0.0607  0.0966
O  9.6812  6.3979  9.2002  -0.0173  0.0299  -0.0111
O  3.257  2.4207  23.951  -0.0404  -0.0194  0.0404
O  4.9483  -0.483  23.7906  -0.038  0.0661  -0.0687
O  7.8759  3.3695  24.008  0.0122  -0.0282  0.0142
O  10.6821  5.9428  23.922  0.0258  -0.0074  0.0341
O  8.8187  7.8292  23.9646  -0.0142  0.0578  0.0226
O  0.1743  10.5341  23.9275  -0.0762  -0.0098  -0.0363
O  5.6024  4.8221  24.1318  -0.0726  0.0836  0.1342
O  1.1063  10.5687  21.4279  -0.0039  -0.1217  0.0809
Si  4.1348  6.7408  12.1916  0.0329  0.0118  -0.0331
Si  8.4358  -2.3452  14.6094  -0.0035  -0.0067  0.077
Si  5.3214  2.8451  13.3142  0.0232  0.0126  0.0372
Si  6.7471  -4.0022  18.9325  0.016  0.029  0.0637
Si  8.4979  -9.6264  17.4895  -0.0111  -0.0369  0.06
Si  1.8003  -3.2187  18.2737  -0.0223  0.0141  0.0476
Si  0.9328  9.681  22.7934  -0.2356  0.136  -0.3403
Si  11.7771  3.6036  10.1232  0.04  -0.0133  -0.1297
Si  5.3353  10.7835  9.5025  0.0658  0.0219  -0.0782
Si  2.6511  4.0541  12.4166  0.0168  -0.0124  -0.0234
Si  13.3744  -5.4913  16.5264  0.0187  0.0202  0.0789
Si  -1.171  2.9843  19.7784  -0.0025  -0.0411  0.1213
Si  10.9402  1.2133  15.4881  0.0227  0.0019  0.092
Si  0.5411  -6.8172  14.5141  -0.0012  0.0053  0.078
Si  6.5126  0.3382  12.238  -0.0032  -0.0034  -0.032
Si  0.3497  11.2356  20.1004  -0.0019  0.0139  0.1349
Si  14.3486  -6.1071  20.5992  0.0087  -0.0558  0.1155
Si  6.7931  -5.7872  11.9251  0.0023  -0.0031  -0.0459
Si  5.484  -2.02  13.8454  0.0007  0.0161  0.0644
Si  6.5433  3.8682  23.2137  0.0389  0.0126  0.1041
Si  9.5236  0.0157  12.8261  0.0053  -0.0044  0.0319
Si  10.7119  0.6566  9.9227  0.0046  0.0156  -0.0549
Si  1.7554  -0.3944  17.4549  0.0459  -0.0317  0.0365
Si  4.1216  -3.2066  20.524  -0.0194  0.025  0.1169
Si  9.1975  -4.9606  13.4919  -0.0097  -0.0004  0.0393
Si  0.9314  -5.884  18.9934  0.009  0.0278  0.0897
Si  5.9343  2.4259  16.2227  0.0055  -0.0044  0.0995
Si  4.0768  2.3015  22.5383  0.0226  0.1164  0.0675
Si  4.6995  -0.4266  16.3684  -0.0191  0.0125  0.1015
Si  9.9746  7.1234  23.0514  -0.0915  -0.1363  0.0668
Si  7.5119  -1.4763  17.3724  0.0064  0.0519  0.0945
Si  9.4308  5.567  10.5974  -0.0292  -0.0057  -0.0716
Si  -2.6646  5.2568  21.1187  0.0264  -0.0105  0.1413
Si  3.8535  -0.7488  22.6222  0.1045  0.225  -0.2112
Si  4.994  4.808  17.7418  0.0068  -0.0565  0.0591
Si  14.4611  -2.6967  9.6573  0.0315  -0.013  -0.0953
O  1.7652  4.5429  17.7019  -0.0253  -0.0025  -0.0299
O  9.8721  -9.874  16.6966  -0.035  0.0048  -0.0334
O  19.0198  0.712  12.5001  -0.0123  0.0129  0.0154
O  6.0526  -1.1898  12.5595  -0.0001  0.0264  -0.0134
O  2.9475  -2.914  19.4188  0.0298  0.003  -0.0133
O  6.0273  6.07  17.7493  0.0266  0.0332  -0.0025
O  3.7789  -4.6426  21.2827  -0.0051  0.0193  -0.0405
O  4.4518  7.7528  13.4175  -0.0182  -0.0211  -0.009
O  -1.1764  6.3999  11.9914  0.0147  0.0009  -0.0141
O  2.2712  3.9545  10.8373  -0.0104  -0.0015  0.0432
O  14.628  -7.4081  21.5426  -0.0035  -0.0156  -0.0798
O  4.8863  1.1874  16.2864  0.003  0.0053  -0.0475
O  5.6459  1.2671  13.2314  0.0113  -0.0004  -0.0072
O  4.2541  4.7361  19.2024  -0.0405  -0.0009  0.0017
O  2.5003  9.4949  23.3992  0.0056  0.2595  -0.3673
O  10.3876  4.2431  10.6921  -0.0151  0.0142  0.0904
O  16.7  3.3974  17.518  -0.0167  0.024  -0.0439
O  8.058  -0.1347  18.1661  0.0405  -0.0134  -0.0634
O  4.2242  -1.9089  21.5418  -0.0246  0.0469  -0.0193
O  7.4401  1.8146  16.3693  -0.0036  0.0095  -0.0262
O  5.6886  2.5233  22.8148  -0.0296  -0.0422  -0.0737
O  5.9362  -1.1891  17.1117  0.0094  -0.0155  -0.0557
O  -3.2861  -2.8016  18.2998  -0.0202  -0.0347  -0.0317
O  1.3928  0.4528  18.8242  -0.0138  0.0101  0.0245
O  -0.8712  -0.748  19.9144  -0.0463  -0.0155  -0.0928
O  7.6294  5.5629  13.2726  -0.0087  -0.0022  -0.0143
O  7.8407  5.129  10.6599  0.0194  0.0023  0.0563
O  17.1146  -7.2689  12.1993  0.0024  0.0112  0.0294
O  5.7281  3.2742  14.8436  -0.0175  -0.0052  -0.0469
O  10.0189  -6.1848  14.1896  -0.0048  0.0109  -0.0204
O  -1.805  -1.4561  13.4282  0.013  0.0324  -0.0295
O  3.23  7.5303  11.0848  -0.0212  0.0061  0.0407
O  1.5441  -5.7192  15.199  -0.0187  -0.0139  -0.0472
O  14.6782  2.9846  12.9668  -0.0256  0.0049  0.0086
O  11.3486  -8.1496  15.4327  0.0087  0.0173  -0.0478
O  9.2651  -3.7431  14.5712  0.0073  -0.0069  -0.0261
O  6.8416  -2.6757  14.4653  -0.0237  0.0016  -0.0329
O  9.2644  6.3754  21.797  0.0348  0.0569  -0.0289
O  -0.5429  0.7677  14.0043  -0.0173  -0.0056  -0.032
O  0.1794  8.2333  22.6224  0.0878  0.0553  -0.0801
O  1.8007  4.775  20.3441  0.0296  -0.0133  -0.0321
O  7.7327  -5.013  19.7453  -0.0014  0.0037  -0.0479
O  5.6111  -3.3244  19.8891  0.0378  -0.001  -0.0738
O  2.4784  -3.919  16.9605  -0.0183  0.0114  -0.019
O  1.0846  -1.8638  17.7448  0.014  -0.0072  -0.0234
O  3.2232  -5.4048  12.7677  -0.0212  -0.0074  0.0326
O  3.7295  0.7802  21.9751  0.002  -0.1373  -0.0058
O  10.7508  -9.1038  20.4081  0.024  -0.001  -0.0666
O  10.5236  4.1778  18.9791  0.0129  0.0276  -0.0658
O  6.1064  0.6138  10.6985  -0.0168  -0.0079  0.0421
O  5.5616  -4.7585  11.5976  0.0061  -0.0001  0.0522
O  12.1685  3.7062  13.1139  0.0142  0.0073  -0.0007
O  -3.9712  -6.0603  22.0199  -0.0296  0.03  -0.0667
O  3.9892  4.9718  16.4578  0.0108  -0.0018  -0.0325
O  9.0019  -7.1394  20.9642  -0.0463  0.0366  -0.0334
O  -2.4346  -1.6115  16.0723  0.0012  -0.0046  -0.0286
O  3.3598  -0.6419  17.2668  -0.0262  -0.0049  -0.0482
O  11.657  1.9734  10.1214  -0.0159  -0.0194  0.061
O  12.179  0.2936  16.0549  -0.0103  0.0086  -0.0464
O  4.2263  9.6811  9.9508  -0.0375  -0.015  0.0969
O  11.4845  -0.4154  8.9483  0.0408  -0.0563  0.0078
O  10.348  0.003  11.3943  0.0146  -0.0031  0.0111
O  4.6413  -1.0785  14.879  0.0069  -0.0077  -0.0395
O  0.6791  6.676  18.8797  -0.0063  -0.0025  -0.0541
H  -1.5968  -0.5711  19.2766  -0.005  0.0033  0.0762

Results
free energy: -133982.953 eV
free energy less fixed offsets of H -15.97, O -568.88, Si -635.61 eV per atom: -5.023 eV

The program warned: the cutoff lies below the one the program advises for these potential files; the exchange-correlation potential is rough where the density is thin.
